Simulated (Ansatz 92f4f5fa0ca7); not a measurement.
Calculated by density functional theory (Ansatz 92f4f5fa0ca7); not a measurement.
Periodic cell of 215 atoms, Si132O82P1, from a study of silicon, its oxide and their interface. The atomic structure is a simulated model.
Doubt: the cutoff is far below the 930 eV that the study's wrapper takes by default for these files, so forces and energies are approximate.
This geometry differs little from another in the collection (a relaxation step or a small displacement).

Settings: functional PBE; potential files Ansatz PAW; basis plane waves; wave-function cutoff 580 eV; density cutoff ratio 5; exchange-correlation grid ratio 1; k mesh 1 x 1 x 1, Gamma-centred; self-consistency stop 5e-08 eV per atom in the density residual; occupations fixed; spin none; net charge +1 e, with a uniform compensating background and no finite-size correction.

Cell vectors (angstrom)
a, 10.938, 0, 0
b, 0, 10.938, 0
c, 0, 0, 31.5432

Atoms and the computed forces on them: element, x, y, z (angstrom), force x, y, z (eV/angstrom)
Si, 10.4322, 0.5746, 24.3378, 0.005, -0.0013, 0.0128
Si, 6.0439, 10.5014, 24.1512, 0.003, -0.0065, 0.0138
Si, 2.1281, 3.247, 24.0794, 0.0026, 0.0007, 0.0189
Si, 8.7, 2.258, 24.3086, 0.0012, -0.0029, 0.0138
Si, 0.5, 5.0542, 24.1663, 0.0047, -0.0057, 0.0171
Si, 5.0525, 5.889, 24.1927, 0.0024, 0.003, 0.0167
Si, 3.3967, 7.6467, 24.162, 0.0003, -0.0017, 0.0126
Si, 7.8312, 8.8271, 23.9904, -0.0045, -0.0007, 0.019
Si, 1.3425, 1.4777, 25.4536, 0.0026, -0.0027, -0.0095
Si, 6.9245, 1.2939, 25.5078, -0.0071, 0.0055, -0.0113
Si, 4.0269, 4.0968, 25.3263, -0.0028, -0.0015, -0.0066
Si, 9.6708, 4.0916, 25.4258, -0.0005, 0.0067, -0.0108
Si, 1.5015, 6.8105, 25.375, -0.0044, 0.0029, -0.0069
Si, 6.8987, 6.9439, 25.2373, 0.0011, 0.0002, -0.0046
Si, 4.2342, 9.5261, 25.3476, -0.0016, 0.0049, -0.0044
Si, 9.5286, 9.6405, 25.4382, -0.0007, -0.0045, -0.0105
Si, 2.782, 0.0032, 26.6394, -0.0042, 0, -0.0038
Si, 8.2296, -0.0311, 26.9514, 0.0036, -0.0053, 0.0458
Si, 0.0216, 2.7654, 26.918, 0.0011, -0.0057, 0.0464
Si, 5.4521, 2.7305, 26.6656, 0.0007, 0.0035, -0.0042
Si, 2.7636, 5.4341, 26.8407, 0.0087, 0.0002, 0.0329
Si, 8.2285, 5.5217, 26.6268, -0.0055, -0.0003, -0.0025
Si, 0.043, 8.209, 26.651, 0.0015, 0.0031, -0.0041
Si, 5.5596, 8.1922, 26.7942, 0.0032, -0.0046, 0.026
Si, 4.1125, 1.3613, 28.0703, 0.0002, -0.0041, -0.0035
Si, 9.6025, 1.3681, 28.2466, 0.0005, 0.0088, -0.0328
Si, 1.3985, 4.1151, 28.2418, -0.0108, 0.0012, -0.0294
Si, 6.8414, 4.1308, 28.02, 0.0007, 0.0035, -0.0017
Si, 4.1656, 6.8181, 28.1463, -0.0028, -0.0007, -0.0282
Si, 9.6006, 6.8469, 28.0513, -0.0004, -0.0003, -0.0043
Si, 1.3983, 9.5866, 28.0437, 0.0012, 0.0029, -0.0028
Si, 6.8519, 9.5279, 28.2454, 0.0053, 0.0085, -0.028
Si, 0.061, -0.0262, 29.5299, -0.0052, 0.0029, 0.0031
Si, 5.447, 0.0056, 29.4932, 0.0067, -0.0061, 0.0105
Si, 2.7762, 2.7014, 29.5259, -0.0036, 0.0057, 0.0057
Si, 8.1773, 2.7725, 29.4764, 0.0073, -0.0085, 0.0085
Si, -0.0134, 5.5018, 29.4974, 0.011, -0.0077, 0.0092
Si, 5.5152, 5.4427, 29.505, -0.0041, 0.0056, 0.0015
Si, 2.7539, 8.2118, 29.4438, 0.0063, -0.0065, 0.0083
Si, 8.2597, 8.1544, 29.5336, -0.0047, 0.0076, 0.0031
Si, 1.4072, 1.3493, 30.9103, 0.008, -0.0075, -0.0029
Si, 6.8206, 1.3779, 30.8342, -0.0076, 0.0066, -0.0004
Si, 4.133, 4.0839, 30.8841, 0.0084, -0.0075, 0.0001
Si, 9.5591, 4.1184, 30.8483, -0.0103, 0.0063, -0.0045
Si, 1.3801, 6.8571, 30.8282, -0.0105, 0.0095, -0.0019
Si, 6.8751, 6.7944, 30.8996, 0.0057, -0.0098, -0.0015
Si, 4.0925, 9.5679, 30.851, -0.0071, 0.0098, -0.0055
Si, 9.6109, 9.5459, 30.8923, 0.0056, -0.0055, 0.0003
Si, 2.7585, -0.037, 0.7349, 0.0048, -0.0055, 0.0058
Si, 8.1842, 0, 0.654, -0.0044, 0.0057, 0.0019
Si, -0.0136, 2.7467, 0.6693, -0.0063, 0.0057, 0.0024
Si, 5.4853, 2.7043, 0.712, 0.0035, -0.0034, 0.0094
Si, 2.7202, 5.4751, 0.6619, -0.0045, 0.0039, -0.0015
Si, 8.2272, 5.4273, 0.7447, 0.0073, -0.0006, 0.0067
Si, 0.0422, 8.1756, 0.7128, 0.0058, -0.0047, 0.0062
Si, 5.4691, 8.1978, 0.6654, -0.0053, 0.0043, 0.0012
Si, 4.1327, 1.334, 2.0888, -0.0048, 0.0085, -0.0111
Si, 9.5335, 1.3755, 2.016, -0.0026, -0.0064, 0.0022
Si, 1.3347, 4.1277, 2.048, 0.0013, -0.0042, -0.0031
Si, 6.8522, 4.0402, 2.0945, -0.0099, 0.0061, -0.0135
Si, 4.0801, 6.8483, 2.0271, 0.0065, -0.0032, -0.002
Si, 9.6226, 6.7989, 2.0811, -0.007, 0.0073, -0.0042
Si, 1.3881, 9.5314, 2.0978, -0.0087, 0.0066, -0.0118
Si, 6.8302, 9.5644, 2.0472, 0.0022, 0.0091, 0.0026
Si, -0.0454, -0.0006, 3.341, 0, 0.0055, 0.0264
Si, 5.4789, -0.048, 3.5037, -0.0004, -0.0033, 0.0032
Si, 2.7028, 2.7204, 3.3485, 0.0175, 0.0115, 0.0458
Si, 8.2192, 2.6803, 3.5101, 0.0059, -0.001, 0.0054
Si, -0.0014, 5.4538, 3.533, -0.0111, 0.004, -0.0006
Si, 5.4485, 5.4574, 3.3368, -0.0035, -0.0026, 0.0394
Si, 2.7543, 8.1781, 3.4995, -0.0009, 0.0031, -0.0007
Si, 8.2154, 8.1764, 3.3739, -0.003, -0.0198, 0.0239
Si, 1.2919, 1.3652, 4.6794, -0.0049, -0.0002, -0.0302
Si, 6.8583, 1.2892, 4.9129, 0.0023, -0.0016, 0.0077
Si, 4.0813, 4.0912, 4.6763, -0.017, 0.0031, -0.0705
Si, 9.5319, 4.073, 4.9104, 0.0012, -0.0093, -0.0037
Si, 1.3766, 6.8484, 4.9063, 0.0017, 0.0039, 0.0073
Si, 6.8338, 6.794, 4.6895, -0.0003, 0.0065, -0.0355
Si, 4.0949, 9.5594, 4.906, 0.007, 0.0012, 0.0035
Si, 9.5924, 9.5434, 4.7415, 0.0039, 0.0116, -0.0327
Si, 2.6135, 0.0443, 6.1183, 0.0049, -0.0141, -0.001
P, 8.2656, -0.1695, 6.2335, 0.0098, -0.0094, 0.0179
Si, -0.0344, 2.6447, 6.1914, 0.0013, 0.0062, 0.0146
Si, 5.3988, 2.7384, 6.128, 0.0112, -0.0157, 0.0057
Si, 2.7634, 5.4118, 6.1689, -0.0028, -0.0003, 0.0274
Si, 8.0823, 5.434, 6.1958, 0.0056, -0.0001, 0.0054
Si, 0.0137, 8.2819, 6.2472, -0.0046, -0.0094, 0.0038
Si, 5.5604, 8.1533, 6.1485, -0.0088, -0.004, 0.013
Si, 3.469, 1.9302, 7.21, -0.0038, 0.0157, -0.0179
Si, 10.0308, 0.8019, 7.4498, 0.0259, -0.0345, -0.0503
Si, 1.7581, 3.6393, 7.3761, 0.0053, -0.0056, -0.046
Si, 6.2115, 4.5193, 7.4212, 0.0008, 0.0015, -0.021
Si, 4.6525, 6.3095, 7.2879, -0.0101, 0.0086, -0.0375
Si, 9.1905, 7.1655, 7.3307, -0.0119, 0.0262, -0.0223
Si, 0.9046, 10.1311, 7.5359, -0.0205, 0.0104, -0.0236
Si, 7.4244, 8.8557, 7.4741, 0.0288, -0.0191, -0.0357
O, 4.6117, 6.6434, 8.9038, -0.0058, 0.0043, 0.0238
O, 1.3483, 3.9499, 8.9525, -0.0052, 0.0119, 0.0358
O, 9.7507, 6.5321, 8.748, 0.0071, -0.0108, 0.0444
O, 1.2897, 10.1224, 9.1637, 0.0105, 0.002, 0.0346
O, 6.0493, 4.2303, 9.0556, 0.0039, -0.0113, 0.0277
O, 3.6662, 1.6174, 8.8034, 0.0097, -0.0067, 0.0275
O, 7.1945, 9.0563, 9.0954, -0.0097, 0.0219, 0.0463
O, 9.5326, 0.9999, 8.9998, -0.0301, 0.0082, 0.0539
O, 8.2259, 2.5513, 22.7594, -0.009, 0.0059, -0.0238
O, 10.9886, 5.5582, 22.6554, -0.0039, 0.01, -0.0236
O, 5.6183, 0.1026, 22.6532, -0.0065, 0.0133, -0.0219
O, 5.2847, 5.3904, 22.6333, 0.0071, -0.0066, -0.0197
O, 2.1458, 2.8077, 22.478, 0.0048, -0.0114, -0.0225
O, 3.3257, 7.8588, 22.516, -0.0076, 0.0043, -0.0179
O, 8.3856, 8.7451, 22.4186, 0.0113, -0.0018, -0.02
O, -0.169, 11.2342, 22.755, 0.009, -0.0081, -0.0171
Si, 2.1506, 2.9709, 12.8931, -0.0046, 0, 0.0003
Si, 8.6573, 1.307, 10.3487, 0.0109, 0.0013, -0.0143
Si, 1.0639, 4.5147, 15.3493, 0.0015, -0.0036, 0.0033
Si, 7.5475, 5.5804, 12.2148, -0.0075, -0.0015, -0.0016
Si, 2.4093, 8.1838, 21.212, 0.0044, -0.007, 0.0045
Si, 5.4029, 7.7884, 12.4703, 0.0051, 0.0013, -0.0056
Si, 9.2649, 0.4835, 15.4679, 0.0034, 0.0016, 0.0033
Si, 2.9104, -0.0337, 16.6643, 0.0033, -0.0007, 0.0054
Si, 10.4733, 1.1585, 12.5777, -0.0007, -0.0034, -0.0013
Si, 7.7569, 2.8351, 21.2381, 0.0033, -0.007, 0.004
Si, 9.1191, 8.7948, 14.4608, 0.0064, -0.003, 0.0034
Si, 1.4732, 4.7657, 10.3661, -0.0098, 0.0019, -0.0163
Si, 4.4762, 9.4877, 19.1405, 0.0008, 0.0017, 0.0013
Si, 11.0699, 6.0991, 21.1184, 0.0027, -0.0001, 0.0063
Si, 6.6122, 10.4609, 14.842, -0.0002, -0.0028, 0.0111
Si, 5.3829, 0.7358, 21.1779, 0.0046, -0.0068, 0.0049
Si, 2.3327, 9.7992, 10.4017, -0.0063, 0.006, -0.0143
Si, 0.4281, 10.6362, 21.3846, -0.0067, 0.0051, 0.0016
Si, 5.8431, 5.2582, 21.1201, -0.0027, 0.0018, 0.0061
Si, 3.6362, 7.0844, 10.1119, -0.002, 0, -0.0135
Si, 9.042, 5.7023, 14.8629, -0.0012, -0.003, 0.0051
Si, 3.6474, 4.0906, 19.0835, 0.0004, -0.0059, 0.0051
Si, 10.0252, 3.6636, 19.3268, -0.0025, 0.0024, 0.0011
Si, 4.2603, 8.6834, 15.3641, 0.004, -0.0021, -0.0003
Si, 0.4568, 1.9336, 17.1546, -0.0002, 0.0019, 0.0029
Si, 6.7854, 7.5392, 19.2541, 0.0023, 0.0007, 0.0001
Si, 5.2595, 3.6276, 16.7431, 0.0006, -0.0016, 0.0056
Si, 7.778, 5.015, 17.5375, 0.0028, 0.0028, 0.0026
Si, 6.6519, 9.9424, 10.3711, -0.0039, -0.0021, -0.0289
Si, 4.3657, 1.0474, 10.1293, -0.003, 0.0031, -0.0098
Si, -0.0479, 9.082, 11.9061, 0.0103, -0.0029, -0.0004
Si, 9.1011, 8.6333, 20.9384, -0.0008, 0.0037, 0.004
Si, 4.5523, 1.6733, 14.5851, -0.0071, 0.0016, 0.0061
Si, 2.4423, 2.0895, 21.041, -0.005, 0.0036, 0.0071
Si, 6.3236, 3.3398, 10.3984, -0.0047, -0.0014, -0.0148
Si, 3.4387, 5.9253, 16.722, 0.0006, -0.0008, 0.0053
Si, 9.8801, 6.5308, 10.3702, 0.0058, -0.0052, -0.0238
O, 0.1083, 2.6234, 18.5881, 0.0019, -0.0025, 0.0012
O, 2.9251, 9.6414, 15.5832, -0.002, 0.0014, -0.005
O, 10.8598, 4.8021, 20.1545, -0.0025, -0.0084, -0.0025
O, 7.5703, 2.419, 9.9189, 0.004, 0.0008, 0.0052
O, 10.9373, 5.3514, 10.8171, -0.0006, 0.0017, -0.0023
O, 6.5842, 6.7356, 12.8521, 0.001, -0.0001, -0.0089
O, 10.3119, 8.0616, 10.7695, 0.0025, 0.0104, 0.0006
O, 7.6538, 9.4607, 13.9901, -0.0024, 0.0025, -0.0052
O, 8.41, 6.1971, 10.9742, -0.0167, -0.0085, 0.0072
O, 5.3478, 10.4835, 20.0834, -0.0027, -0.0075, -0.0018
O, 2.1791, 3.7363, 11.4297, 0.0029, -0.0101, 0.0097
O, 7.9697, 8.5502, 19.7624, -0.0061, -0.0031, -0.0024
O, 6.1976, 6.7403, 20.5565, 0.0035, 0.0037, 0.0008
O, 5.5106, 2.7207, 15.4091, 0.0005, 0.0016, -0.0047
O, 1.3021, 0.9301, 20.7025, 0.0023, 0.0001, 0.0041
O, 6.0457, 9.0246, 11.5738, -0.0102, -0.0133, 0.0087
O, 4.6306, 4.9973, 16.1111, -0.0018, 0.0006, -0.0028
O, 6.5959, 3.8992, 17.6409, -0.0008, -0.0023, -0.0013
O, 10.5191, 10.6603, 11.7941, -0.0039, 0.0138, -0.0005
O, 5.5738, 0.5049, 13.9819, -0.0008, 0.0013, -0.0057
O, 8.0121, 5.1019, 15.9408, 0.0016, -0.0019, -0.0053
O, 9.7396, 9.8469, 15.5525, -0.001, 0.0015, -0.0021
O, -0.3995, 5.1681, 15.1508, -0.0019, 0.0014, -0.0057
O, 1.5677, 6.8347, 20.8109, -0.0004, -0.0005, 0.005
O, 1.4954, 0.6461, 17.1754, -0.0004, 0.0003, -0.0006
O, 6.5937, 1.769, 20.8141, 0.0013, 0.0022, 0.0059
O, 1.0215, 1.7797, 12.8092, -0.0038, -0.001, -0.0062
O, 3.2293, 5.5002, 18.3109, 0.001, 0.0026, -0.0011
O, 9.5726, 2.0117, 11.5075, 0.0035, -0.005, -0.0065
O, 1.0381, 3.1248, 16.2008, -0.0018, -0.0015, -0.0022
O, 8.5897, 5.1624, 13.3899, 0.0054, 0.0005, 0.0038
O, 10.2554, 8.5669, 13.3023, -0.0119, -0.0008, 0.0079
O, 1.4419, 9.402, 21.6895, -0.0005, 0.0004, 0.0044
O, 10.0768, 9.9371, 20.6106, -0.0016, -0.0035, 0.0038
O, 3.1769, 0.1935, 10.897, -0.001, 0.0002, -0.0027
O, 5.0774, 2.3473, 10.8465, 0.0028, 0.0047, -0.0015
O, 1.6999, 4.1507, 13.9025, -0.0039, 0.0051, 0.0025
O, 7.8869, 10.8896, 10.8811, -0.0023, 0.0026, -0.0095
O, 9.1299, 4.4755, 18.2399, -0.0027, 0.0011, -0.0026
O, 5.6385, 9.514, 15.7738, 0.0003, 0.0006, -0.003
O, 5.5126, -0.0317, 9.7257, 0.0134, -0.0053, 0.0054
O, 3.5889, 2.3196, 13.4, 0.0068, -0.0027, -0.0011
O, 1.9953, 5.6665, 16.0154, 0.0007, 0.0002, -0.0025
O, 9.6864, 1.0722, 13.9941, -0.0054, -0.0032, 0.0067
O, 4.3587, 6.9476, 11.5475, 0.0116, -0.0002, 0.0106
O, 4.7415, 4.5009, 20.2084, -0.0057, -0.0034, -0.0018
O, 9.9616, 1.3781, 16.6053, 0.0002, -0.0011, 0.0013
O, 6.6771, 4.3039, 11.6664, 0.0064, 0.0207, 0.0059
O, 5.5767, 8.411, 18.581, -0.0006, 0.0007, 0.0011
O, 9.0705, 2.7381, 20.2787, 0.0071, 0.0027, -0.0013
O, 3.602, 1.1389, 15.7857, -0.0008, -0.002, -0.0027
O, 4.2104, 3.0834, 17.8983, 0.0037, 0.0003, -0.0039
O, 9.9127, 7.219, 20.8932, 0.0015, 0, 0.0051
O, 3.3197, 8.6542, 9.8008, -0.0009, 0.0001, 0.0007
O, 3.9473, 7.4337, 16.3664, -0.0012, -0.0039, -0.0015
O, 7.6332, 0.5015, 15.6795, -0.001, -0.0006, -0.0036
O, 8.9161, 7.316, 15.0624, -0.002, -0.0013, -0.0013
O, 3.9282, 1.4483, 21.1526, 0.0021, 0.0002, 0.0055
O, 1.5816, 9.122, 11.6985, -0.0089, -0.0022, 0.0031
O, 2.3381, 6.1217, 10.1119, 0.0009, -0.001, -0.0005
O, 7.3374, 6.4599, 18.1577, 0.0014, -0.0048, -0.0018
O, 7.207, 4.3663, 21.1189, 0.0001, -0.0006, 0.0056
O, 4.5558, 8.2665, 13.7897, -0.0057, 0.0051, 0.009
O, 3.325, 8.6635, 19.9609, 0.0093, 0.0036, -0.0043
O, 2.4852, 3.2426, 19.8684, 0.0046, 0.0076, -0.0031
O, 3.7351, 10.3715, 17.977, -0.0023, -0.0001, -0.0054

Results
free energy: -131310.963 eV
free energy less fixed offsets of O -568.88, P -755.39, Si -635.61 eV per atom: -6.893 eV

The program warned: the cutoff lies below the one the program advises for these potential files; the exchange-correlation potential is rough where the density is thin.
